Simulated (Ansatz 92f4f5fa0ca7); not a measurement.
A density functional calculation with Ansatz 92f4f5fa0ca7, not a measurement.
Periodic cell of 225 atoms, Si135O82H8, from a study of silicon, its oxide and their interface. The atomic structure is a simulated model.
This geometry differs little from another in the collection (a relaxation step or a small displacement).

Settings
functional: r2SCAN
potential files: Ansatz PAW
basis: plane waves
wave-function cutoff: 800 eV
density cutoff ratio: 5
exchange-correlation grid ratio: 1
k mesh: 1 x 1 x 1, Gamma-centred
self-consistency stop: 5e-08 eV per atom in the density residual
occupations: fixed
spin: none
net charge: 0

Cell vectors (angstrom)
a  10.938  0  0
b  0  10.938  0
c  0  0  31.807

Atoms: element, x, y, z (angstrom)
Si  0.4742  10.4305  24.4332
Si  5.9218  10.3927  24.434
Si  2.2319  3.1567  24.3713
Si  7.4755  3.0966  24.2346
Si  0.3769  4.9827  24.3095
Si  5.9048  5.0324  24.4733
Si  2.1966  8.6817  24.4363
Si  7.6764  8.6723  24.4306
Si  1.3507  1.3498  25.653
Si  6.7767  1.3246  25.6541
Si  4.0393  4.1018  25.6395
Si  9.4794  3.9976  25.4852
Si  1.3002  6.8041  25.6121
Si  6.8422  6.8289  25.7072
Si  4.0669  9.5368  25.6506
Si  9.5412  9.565  25.6334
Si  2.7738  0.0354  27.024
Si  8.2373  0.0411  27.0194
Si  -0.067  2.7078  26.9826
Si  5.4124  2.7125  27.0188
Si  2.7336  5.5162  27.013
Si  8.2636  5.4528  26.9922
Si  -0.056  8.1677  27.0126
Si  5.4233  8.1693  27.0401
Si  4.1018  1.3673  28.3888
Si  9.5708  1.3673  28.3888
Si  1.3673  4.1018  28.3888
Si  6.8362  4.1018  28.3888
Si  4.1018  6.8362  28.3888
Si  9.5708  6.8362  28.3888
Si  1.3673  9.5708  28.3888
Si  6.8362  9.5708  28.3888
Si  0  0  29.756
Si  5.469  0  29.756
Si  2.7345  2.7345  29.756
Si  8.2035  2.7345  29.756
Si  0  5.469  29.756
Si  5.469  5.469  29.756
Si  2.7345  8.2035  29.756
Si  8.2035  8.2035  29.756
Si  1.3673  1.3673  31.1233
Si  6.8362  1.3673  31.1233
Si  4.1018  4.1018  31.1233
Si  9.5708  4.1018  31.1233
Si  1.3673  6.8362  31.1233
Si  6.8362  6.8362  31.1233
Si  4.1018  9.5708  31.1233
Si  9.5708  9.5708  31.1233
Si  2.7345  0  0.6835
Si  8.2035  0  0.6835
Si  0  2.7345  0.6835
Si  5.469  2.7345  0.6835
Si  2.7345  5.469  0.6835
Si  8.2035  5.469  0.6835
Si  0  8.2035  0.6835
Si  5.469  8.2035  0.6835
Si  4.1018  1.3673  2.0507
Si  9.5708  1.3673  2.0507
Si  1.3673  4.1018  2.0507
Si  6.8362  4.1018  2.0507
Si  4.1018  6.8362  2.0507
Si  9.5708  6.8362  2.0507
Si  1.3673  9.5708  2.0507
Si  6.8362  9.5708  2.0507
Si  0  0  3.418
Si  5.469  0  3.418
Si  2.7345  2.7345  3.418
Si  8.2035  2.7345  3.418
Si  0  5.469  3.418
Si  5.469  5.469  3.418
Si  2.7345  8.2035  3.418
Si  8.2035  8.2035  3.418
Si  1.3973  1.4476  4.803
Si  6.9005  1.3709  4.7652
Si  4.072  4.05  4.814
Si  9.5702  4.0843  4.793
Si  1.4475  6.8299  4.7953
Si  6.8441  6.8981  4.7904
Si  4.0689  9.514  4.8031
Si  9.5386  9.5378  4.7664
Si  2.7697  0.0454  6.1292
Si  8.2221  -0.0138  6.1649
Si  0.0196  2.7984  6.2445
Si  5.5321  2.7069  6.1357
Si  2.7396  5.4203  6.2652
Si  8.2879  5.5726  6.1109
Si  0.0798  8.2595  6.0854
Si  5.4405  8.1747  6.2457
Si  4.6325  0.8757  7.3653
Si  10.078  0.8861  7.3764
Si  0.8188  4.6703  7.6092
Si  6.5886  4.4876  7.2988
Si  4.7053  6.1632  7.437
Si  10.0442  6.5916  7.4226
Si  0.9185  10.1245  7.3254
Si  6.3524  10.0656  7.3889
H  9.739  1.1921  8.803
H  1.289  9.785  8.7315
H  4.2641  1.204  8.779
H  6.6741  9.7592  8.8166
O  4.3325  6.1394  9.0629
O  7.3609  3.9944  8.7225
O  9.5491  7.4362  8.7952
O  1.0586  4.3026  9.2344
H  5.5951  10.7433  23.0097
H  8.0075  8.3287  23.0087
H  0.1541  10.7794  23.0074
H  2.5559  8.3898  23.0142
O  5.5912  5.7168  22.9964
O  7.2887  2.5113  22.656
O  10.7619  5.4997  22.8226
O  2.7861  2.514  22.9247
Si  9.8792  0.8579  19.7961
Si  4.102  5.0777  13.229
Si  5.5729  8.4504  12.2235
Si  1.4227  3.6118  10.6577
Si  4.7879  1.2915  19.4411
Si  6.9598  4.1771  10.281
Si  2.3599  5.2175  17.7858
Si  9.9691  8.3769  17.4921
Si  10.215  6.0725  21.4068
Si  2.1973  0.995  14.749
Si  2.9788  7.6502  16.3006
Si  0.6097  3.7113  19.7037
Si  9.9315  6.4445  15.1927
Si  8.4328  3.6282  12.8694
Si  6.5786  2.0404  14.9285
Si  1.1885  5.5986  13.2232
Si  7.9857  4.8331  17.1511
Si  4.3878  2.901  11.3287
Si  3.9931  6.8096  10.4771
Si  9.6782  8.2348  10.2003
Si  8.6752  1.7177  17.0494
Si  4.9415  5.5499  21.529
Si  7.4965  2.1953  21.0604
Si  7.8657  6.4436  11.9547
Si  5.7012  6.1186  15.6941
Si  7.1655  8.6216  16.5094
Si  4.5573  9.2668  18.2315
Si  4.0619  2.8011  16.63
Si  8.8195  10.6302  11.5982
Si  3.1912  7.3563  20.0178
Si  3.0842  9.25  13.7255
Si  1.491  8.1012  11.4844
Si  0.0019  1.7952  12.4446
Si  0.2946  8.7045  20.1897
Si  10.702  10.8413  15.9405
Si  3.1546  2.9441  21.403
Si  7.6552  5.2297  20.1532
Si  6.1511  0.5962  12.2219
Si  8.9482  9.1578  14.255
O  4.4886  8.4498  13.4489
O  1.9444  8.4437  20.2106
O  2.2231  9.2924  12.3305
O  6.4218  4.9969  16.6535
O  10.6858  4.9978  20.243
O  7.5033  3.1157  14.1088
O  6.1097  5.7041  20.3939
O  8.3397  8.2868  17.6001
O  0.0616  5.4898  14.3994
O  3.6238  1.6527  20.5293
O  6.7816  7.3219  15.6181
O  4.9395  1.3802  11.4689
O  3.2315  8.9488  17.2957
O  4.1274  5.8376  11.7853
O  8.4271  5.2714  12.9673
O  7.8851  3.3481  11.3446
O  3.5049  4.281  17.0661
O  4.5616  10.6815  19.0125
O  2.8351  6.0214  19.1326
O  4.3516  4.0408  21.3761
O  5.3165  2.8103  15.5922
O  8.9305  5.4485  15.9856
O  0.5194  2.3034  10.9813
O  5.4208  3.6963  10.3781
O  10.8543  2.2032  19.6416
O  8.9168  0.8711  18.4411
O  4.3939  6.8461  16.3024
O  7.346  1.3098  16.1841
O  10.6714  7.6758  21.3622
O  6.1511  0.9279  13.8185
O  1.9573  6.458  16.7837
O  7.8292  9.5923  15.3747
O  3.7681  6.6961  21.4043
O  7.0722  5.7483  10.7016
O  5.9029  9.2467  17.3031
O  2.6506  5.3471  13.9288
O  4.5561  2.1148  18.0362
O  10.654  7.947  18.8763
O  2.9074  2.1231  15.6793
O  5.3027  5.5069  14.2341
O  0.262  8.6488  10.6034
O  0.9841  7.0842  12.6316
O  10.5664  7.4205  16.3335
O  7.623  0.8018  11.5124
O  8.5054  3.3021  17.3616
O  4.4946  8.1217  19.3873
O  6.789  7.4578  12.6447
O  7.8347  3.6177  20.3415
O  1.148  4.1822  18.2125
O  10.2118  0.4039  12.0292
O  3.2612  10.8282  14.141
O  1.1216  4.6028  11.9301
O  4.3141  3.5017  12.8539
O  8.5817  6.0451  21.2356
O  10.696  10.3299  20.1514
O  4.9995  8.0419  10.7561
O  8.092  5.5629  18.6098
O  10.2858  10.0224  14.5957
O  2.9532  3.0572  10.6012
O  2.431  8.3208  14.9134
O  8.9017  9.6939  10.2437
O  1.34  0.1681  15.8456
O  5.9005  9.9839  11.9767
O  8.4512  9.6114  12.8047
O  1.2268  1.5945  13.543
O  9.8762  2.8916  13.0507
O  9.1382  7.2323  11.3541
O  6.2258  1.5475  20.2137
O  1.8366  3.5972  20.7452
O  9.2292  7.5473  14.1962
O  9.955  1.3501  16.0947
O  10.4367  9.9107  17.2344
O  8.79  1.1626  20.991
O  2.4643  7.3625  10.4094

Results
free energy: -133245.450 eV
free energy less fixed offsets of H -15.71, O -570.45, Si -639.56 eV per atom: -2.270 eV

Forces (eV/angstrom), in the order of the atoms: element, x, y, z
Si  -0.0403  0.0491  -0.1164
Si  -0.0478  0.0655  -0.1147
Si  0.153  -0.1874  -0.3487
Si  -0.0932  -0.107  -0.2963
Si  -0.1407  0.1379  -0.3444
Si  -0.0974  0.1642  -0.3514
Si  0.0437  -0.0512  -0.1429
Si  0.0617  -0.0561  -0.1143
Si  0.0001  0.0246  0.0091
Si  0.0079  0.011  -0.0078
Si  0.0359  0.0183  -0.0142
Si  0.0661  0.0292  0.0138
Si  0.0017  -0.0099  -0.0018
Si  -0.0068  -0.0419  -0.0017
Si  0.0015  0.0008  0.0197
Si  0.0035  -0.0045  0.0104
Si  0.0309  0.0363  0.0396
Si  0.0196  0.0367  0.0321
Si  -0.036  -0.0744  0.0332
Si  -0.0473  -0.0545  0.04
Si  0.0353  0.0251  0.0314
Si  -0.0144  0.042  0.0178
Si  -0.0382  -0.0403  0.0389
Si  -0.0281  -0.0487  0.0436
Si  -0.0262  0.0374  0.5403
Si  0.003  0.0976  0.4098
Si  -0.2366  0.0238  -0.463
Si  0.0167  -0.0458  -0.4181
Si  -0.1889  -0.0959  0.4979
Si  0.021  -0.2923  0.333
Si  -0.0328  -0.0446  -0.4319
Si  -0.0247  0.062  -0.3298
Si  -0.0158  0.0237  -0.0215
Si  -0.009  0.0529  0.0094
Si  0.0131  -0.1074  -0.0299
Si  -0.0052  -0.0587  -0.0073
Si  -0.0292  0.0482  0.0219
Si  -0.0278  0.0011  -0.0231
Si  0.0061  -0.0458  -0.006
Si  -0.0516  -0.098  -0.0402
Si  0.0003  0.0391  -0.0027
Si  0.0386  0.0234  -0.0088
Si  -0.0281  0.0131  -0.0106
Si  -0.0199  -0.0108  -0.0126
Si  0.0444  0.0108  -0.0023
Si  0.0011  0.0529  -0.0046
Si  -0.0255  -0.0256  -0.0141
Si  0.0073  -0.011  -0.0169
Si  0.0558  0.0083  0.0095
Si  -0.0331  0.0225  0.0089
Si  -0.0212  -0.0379  0.0101
Si  -0.0169  -0.0498  0.0121
Si  0.0169  0.0144  0.0078
Si  0.0291  0.0087  0.0071
Si  -0.0404  -0.017  0.0143
Si  0.0023  -0.042  0.0079
Si  -0.0727  0.0157  0.0473
Si  0.0472  0.0698  -0.0183
Si  0.0779  0.0349  -0.0358
Si  0.0273  -0.0166  0.0377
Si  -0.0193  0.0566  -0.0197
Si  -0.0486  0.0296  0.0509
Si  0.0288  -0.022  0.046
Si  0.0386  -0.0191  -0.0399
Si  -0.008  0.2482  0.4215
Si  0.0489  -0.2261  0.3584
Si  0.0631  0.1108  -0.4919
Si  0.1942  0.1201  -0.3691
Si  0.235  -0.0384  0.2704
Si  -0.1133  0.0225  0.4842
Si  0.1356  -0.1699  -0.4489
Si  -0.1522  0.0516  -0.5504
Si  0.0631  0.0386  -0.0493
Si  0.017  0.0455  -0.0316
Si  -0.0522  -0.0655  -0.0529
Si  -0.0255  -0.0031  -0.0151
Si  0.0117  0.0546  -0.0166
Si  0.0726  0.0438  -0.0465
Si  -0.0582  -0.0189  -0.0481
Si  -0.0194  -0.0418  -0.0361
Si  -0.0091  -0.0077  -0.0044
Si  0.005  -0.0045  -0.0119
Si  -0.0145  -0.0029  -0.0001
Si  0.012  -0.0003  -0.0081
Si  0.0423  0.0172  0.013
Si  -0.0408  -0.0293  0.0001
Si  -0.0298  -0.0261  0.0111
Si  0.0193  -0.0342  0.0023
Si  -0.044  0.0589  0.125
Si  -0.0509  0.0364  0.1329
Si  0.0553  -0.0853  0.3478
Si  0.1799  -0.0887  0.3185
Si  -0.1059  -0.0007  0.4004
Si  -0.0966  0.2213  0.276
Si  0.0508  -0.0621  0.1412
Si  0.0458  -0.0483  0.1359
H  0.0295  -0.0296  -0.1387
H  -0.0433  0.0315  -0.1643
H  0.0414  -0.03  -0.1514
H  -0.0327  0.0322  -0.1441
O  0.0023  0.2073  0.0974
O  -0.3397  0.1959  0.1781
O  0.1661  0.0179  0.1106
O  0.0705  -0.1143  0.0465
H  0.0376  -0.028  0.1611
H  -0.0339  0.0348  0.1616
H  0.0336  -0.0369  0.15
H  -0.0464  0.0314  0.1573
O  -0.116  -0.2699  -0.1187
O  0.1156  0.0931  -0.1057
O  -0.0122  0.021  -0.062
O  -0.0199  0.3416  -0.1297
Si  -0.13  0.0683  0.0494
Si  0.0388  -0.0477  0.0599
Si  0.0508  0.1189  -0.0278
Si  -0.02  -0.1005  -0.0453
Si  -0.0788  -0.0748  0.0249
Si  -0.0686  -0.0053  -0.1044
Si  -0.0263  0.0145  -0.0245
Si  0.1243  -0.0503  0.1172
Si  -0.0745  -0.0051  0.0768
Si  0.0333  -0.0492  0.1226
Si  -0.0708  -0.0167  -0.0018
Si  0.0638  0.0712  0.0069
Si  0.0286  -0.0208  0.0218
Si  0.0341  0.0357  0.0568
Si  -0.0704  0.0085  0.0187
Si  -0.0521  0.0651  0.0704
Si  0.0229  0.0081  0.0156
Si  0.0175  -0.0609  -0.0707
Si  0.0173  0.0204  -0.1017
Si  0.0407  0.0366  0.0277
Si  -0.0231  -0.0016  -0.0108
Si  0.042  0.023  0.056
Si  0.0646  0.0015  0.0118
Si  0.0282  0.0726  0.0144
Si  0.0436  0.0356  -0.0286
Si  -0.0024  0.0217  -0.0247
Si  -0.0024  0.0242  0.09
Si  0.0357  0.0801  -0.0841
Si  -0.0128  -0.0252  0.0268
Si  0.1112  -0.0414  0.0828
Si  -0.0042  0.0029  0.0004
Si  -0.0866  0.0426  -0.0329
Si  -0.0394  -0.0414  -0.1049
Si  -0.0008  -0.1877  -0.0358
Si  0.1529  -0.0022  0.0139
Si  -0.0289  -0.0238  0.0251
Si  0.0023  0.0596  -0.0022
Si  -0.048  -0.1086  -0.0524
Si  -0.0263  0.0472  -0.1523
O  -0.1103  0.1787  -0.2966
O  -0.0923  -0.2618  -0.1035
O  0.0758  -0.4102  0.1748
O  0.2406  0.2614  -0.1485
O  0.0886  -0.0575  0.1608
O  -0.0136  -0.1703  -0.1072
O  0.0957  -0.2206  0.2692
O  0.1772  0.1213  -0.4456
O  0.0213  0.3286  -0.1382
O  0.2193  0.3476  -0.0772
O  -0.179  0.0181  0.304
O  0.2284  0.2816  0.2242
O  0.3323  -0.3194  0.0011
O  -0.0624  0.062  0.0596
O  -0.1716  -0.1133  -0.3279
O  -0.15  0.3627  0.1628
O  -0.1556  -0.1074  0.0696
O  0.0689  0.0285  -0.1303
O  -0.045  0.1419  -0.1488
O  -0.1785  0.1039  0.058
O  0.0416  -0.2019  0.0996
O  -0.0281  0.1615  0.1033
O  0.1358  0.3155  0.392
O  0.1748  -0.0596  0.3198
O  -0.108  0.0549  0.0507
O  0.2177  0.2527  -0.0536
O  -0.0343  0.0314  -0.18
O  0.1923  0.3498  -0.1145
O  0.0533  -0.1592  -0.3426
O  0.1487  0.2457  -0.1676
O  0.429  -0.0139  0.1527
O  0.2128  -0.4241  0.0296
O  0.1745  -0.1915  -0.4159
O  0.1809  -0.2872  0.2736
O  -0.0156  -0.2387  -0.0092
O  0.0472  0.0381  -0.4364
O  -0.0698  -0.0255  -0.0031
O  -0.0319  0.3635  -0.0413
O  0.1313  -0.1366  -0.0064
O  -0.2403  0.0688  0.1236
O  -0.1136  -0.3264  0.2048
O  0.2524  -0.1381  -0.1796
O  -0.4064  0.0643  0.0006
O  -0.0568  -0.3679  0.2983
O  -0.1242  -0.0509  -0.1452
O  -0.4115  0.09  -0.2275
O  -0.0426  0.011  -0.3275
O  -0.1282  0.0654  0.144
O  0.2292  0.1769  0.3428
O  -0.2364  0.1875  0.0263
O  -0.3513  -0.1628  0.0554
O  0.1495  0.0111  0.0313
O  -0.0387  0.2983  -0.3596
O  0.2038  -0.2895  -0.2978
O  -0.0848  -0.0677  -0.1304
O  -0.1766  -0.3359  0.4237
O  -0.1345  -0.315  0.011
O  -0.2848  -0.0237  0.3338
O  -0.0232  0.1805  0.3091
O  0.3395  0.0678  0.0385
O  0.2127  -0.1811  0.4396
O  -0.2599  0.1455  -0.356
O  0.0101  -0.0201  0.2143
O  0.2383  0.1649  0.0708
O  -0.072  -0.1259  0.0433
O  -0.113  -0.103  -0.2582
O  -0.2391  0.0809  -0.1343
O  -0.0519  0.1463  0.0139
O  0.0599  -0.1461  -0.1287
O  0.0874  0.1702  0.3268
O  -0.1721  -0.3626  0.2299
O  -0.129  -0.165  -0.3524
O  -0.0519  0.2576  -0.3819
O  0.1878  0.0372  0.4304

The program warned: the cutoff lies below the one the program advises for these potential files; the forces do not sum to zero within the program's tolerance; empty levels may hold ghost states of the PAW files; the exchange-correlation potential is rough where the density is thin.
